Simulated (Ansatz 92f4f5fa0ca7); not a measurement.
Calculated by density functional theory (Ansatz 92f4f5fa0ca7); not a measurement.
Periodic cell of 351 atoms, Si241O110, from a study of silicon, its oxide and their interface. The atomic structure is a simulated model.
Doubt: the cutoff is far below the 930 eV that the study's wrapper takes by default for these files, so forces and energies are approximate.

Settings: functional PBE; potential files Ansatz PAW; basis plane waves; wave-function cutoff 580 eV; density cutoff ratio 5; exchange-correlation grid ratio 1; k mesh 1 x 1 x 1, Gamma-centred; self-consistency stop 5e-08 eV per atom in the density residual; occupations fixed; spin none; net charge 0.

Cell vectors (angstrom)
a  11.6015  0  0
b  0  13.3963  0
c  0  0  40.2598

Atoms and the computed forces on them: element, x, y, z (angstrom), force x, y, z (eV/angstrom)
Si  0  2.2327  1.1851  -0.0008  -0.0529  -0.0082
Si  3.8672  2.2327  1.1851  -0.0009  -0.0691  0.0365
Si  7.7343  2.2327  1.1851  0.0177  -0.0211  -0.0003
Si  1.9336  5.5818  1.1851  -0.0065  -0.0413  -0.0057
Si  5.8008  5.5818  1.1851  0.0147  -0.0142  0.0073
Si  9.6679  5.5818  1.1851  0.0102  -0.0282  -0.0369
Si  0  8.9308  1.1851  -0.0104  0.0147  0.042
Si  3.8672  8.9308  1.1851  -0.03  0.0149  0.0206
Si  7.7343  8.9308  1.1851  -0.0002  0.0125  -0.0057
Si  1.9336  12.2799  1.1851  -0.0112  0.0283  -0.0132
Si  5.8008  12.2799  1.1851  0.0068  0.0204  0.003
Si  9.6679  12.2799  1.1851  0.0057  0.0698  0.0485
Si  1.9336  1.1164  1.9745  -0.0268  -0.0006  0.0203
Si  5.8008  1.1164  1.9745  -0.0219  0.0359  0.0021
Si  9.6679  1.1164  1.9745  0.0072  -0.0162  0.0331
Si  0  4.4654  1.9745  -0.0458  0.0606  0.0012
Si  3.8672  4.4654  1.9745  -0.0329  0.0999  -0.0252
Si  7.7343  4.4654  1.9745  0.0334  0.0357  -0.005
Si  1.9336  7.8145  1.9745  0.0958  0.0067  -0.0179
Si  5.8008  7.8145  1.9745  0.0733  -0.0413  -0.0378
Si  9.6679  7.8145  1.9745  -0.0483  0.0039  -0.0172
Si  0  11.1635  1.9745  0.1215  0.0065  -0.0186
Si  3.8672  11.1635  1.9745  0.0172  -0.036  -0.0244
Si  7.7343  11.1635  1.9745  -0.1162  -0.0179  -0.0193
Si  1.9336  1.1164  4.3426  -0.0741  -0.0079  -0.0845
Si  5.8008  1.1164  4.3426  -0.0431  0.0365  0.0622
Si  9.6679  1.1164  4.3426  0.0537  0.0458  -0.2018
Si  0  4.4654  4.3426  -0.0705  0.071  -0.1827
Si  3.8672  4.4654  4.3426  -0.0098  0.1383  0.1788
Si  7.7343  4.4654  4.3426  0.1059  0.1264  -0.1019
Si  1.9336  7.8145  4.3426  0.1446  0.0941  0.1795
Si  5.8008  7.8145  4.3426  0.1764  0.0255  0.2071
Si  9.6679  7.8145  4.3426  -0.1289  0.0034  -0.1028
Si  0  11.1635  4.3426  0.2894  0.0686  0.0234
Si  3.8672  11.1635  4.3426  0.0277  -0.1074  0.1167
Si  7.7343  11.1635  4.3426  -0.2174  -0.0235  0.0289
Si  0  0  35.9193  -0.0145  -0.175  -0.6694
Si  3.8672  0  35.9193  0.0395  -0.1737  -0.5996
Si  7.7343  0  35.9193  0.0229  -0.0646  -0.4547
Si  1.9336  3.3491  35.9193  0.0106  -0.2247  0.2821
Si  5.8008  3.3491  35.9193  -0.0365  -0.2532  0.2111
Si  9.6679  3.3491  35.9193  0.12  -0.2471  0.2038
Si  0  6.6981  35.9193  0.1874  -0.0814  0.2891
Si  3.8672  6.6981  35.9193  -0.1292  -0.1151  0.1991
Si  7.7343  6.6981  35.9193  -0.0257  -0.0795  0.2022
Si  1.9336  10.0472  35.9193  -0.0341  0.1918  -0.2768
Si  5.8008  10.0472  35.9193  -0.2433  0.3001  -0.0491
Si  9.6679  10.0472  35.9193  0.1608  0.2869  -0.0425
Si  0  0  38.2874  0.0031  -0.0592  0.0378
Si  3.8672  0  38.2874  0.0269  -0.086  0.0236
Si  7.7343  0  38.2874  0.004  0.0038  0.0201
Si  1.9336  3.3491  38.2874  -0.0064  -0.0974  -0.0076
Si  5.8008  3.3491  38.2874  -0.0077  -0.1179  -0.0045
Si  9.6679  3.3491  38.2874  0.0585  -0.1273  -0.0042
Si  0  6.6981  38.2874  0.0969  -0.042  -0.0014
Si  3.8672  6.6981  38.2874  -0.062  -0.0817  0.0071
Si  7.7343  6.6981  38.2874  0.004  -0.045  0.0115
Si  1.9336  10.0472  38.2874  -0.0357  0.1061  0.0143
Si  5.8008  10.0472  38.2874  -0.1149  0.1734  0.0104
Si  9.6679  10.0472  38.2874  0.0655  0.1487  -0.0028
Si  0  2.2327  39.0768  0.0016  0.0746  0.0208
Si  3.8672  2.2327  39.0768  -0.0055  0.0829  -0.0103
Si  7.7343  2.2327  39.0768  -0.0106  0.0384  0.006
Si  1.9336  5.5818  39.0768  -0.0047  0.034  0.0536
Si  5.8008  5.5818  39.0768  -0.0076  0.0154  -0.0073
Si  9.6679  5.5818  39.0768  0  0.0299  -0.0079
Si  0  8.9308  39.0768  0.0052  -0.0172  -0.0192
Si  3.8672  8.9308  39.0768  0.0398  -0.0109  -0.0488
Si  7.7343  8.9308  39.0768  -0.0038  -0.0126  -0.0869
Si  1.9336  12.2799  39.0768  0.02  -0.0332  -0.0122
Si  5.8008  12.2799  39.0768  -0.016  -0.0356  0.0215
Si  9.6679  12.2799  39.0768  -0.005  -0.0727  0
Si  -4.9826  5.4209  27.0604  0.4128  -0.1262  0.1068
Si  9.0145  -5.5712  20.0472  -0.054  0.034  0.0877
Si  6.1708  -6.3257  19.9636  0.0816  0.1115  0.0786
Si  -1.6073  0.7597  19.7637  -0.2211  -0.0805  0.1406
Si  4.0639  2.63  29.3772  -0.0085  -0.1701  -0.1911
Si  9.7509  -1.1455  28.7263  0.1697  -0.3557  -0.1637
Si  -5.62  4.061  28.9425  -0.0469  0.0523  0.0396
Si  9.1438  12.8288  22.2745  -0.0256  -0.0544  -0.0511
Si  5.9158  6.047  30.1475  0.1274  -0.0524  0.3202
Si  3.8998  8.7505  31.7766  0.0459  -0.1106  -0.1157
Si  9.6856  5.5593  32.2565  -0.0265  -0.0379  -0.2232
Si  11.7087  7.2854  29.7196  0.1759  -0.2507  -0.0221
Si  0.9462  -0.0158  29.3827  0.1014  0.0315  -0.0104
Si  0.1536  2.4083  29.5365  0.0093  0.1794  0.0907
Si  5.0386  0.2665  20.2205  0.0528  0.1103  0.0939
Si  2.0227  3.7558  28.9137  0.0749  -0.0172  -0.0124
Si  6.9191  9.1102  28.445  -0.0393  -0.9989  0.1816
Si  11.6307  8.7073  31.8293  0.0798  -0.1199  -0.1486
Si  5.1531  4.358  25.6124  0.3052  0.3313  -0.0035
Si  4.8798  10.3044  15.3632  0.1093  0.2524  0.4361
Si  8.0944  10.0409  22.138  -0.0151  -0.0678  -0.1528
Si  2.0913  5.9471  29.8253  0.0187  0.3301  0.2321
Si  3.9096  15.5721  31.8213  0.0796  0.0063  -0.1508
Si  10.0648  10.7802  24.2171  0.1174  0.0664  -0.3339
Si  0.0402  2.2621  31.9111  -0.2015  0.1106  0.1539
Si  5.7506  -1.5812  29.622  0.1454  -0.0239  0.7321
Si  7.7602  2.1967  31.8634  0.049  0.0192  -0.0885
Si  2.0047  5.5614  32.1378  0.0408  -0.0549  -0.1297
Si  5.8226  5.5405  32.3607  0.0098  0.0268  0.0722
Si  9.7454  3.8149  28.8205  -0.1524  0.0079  -0.1274
Si  -1.8469  5.9593  29.9676  -0.1061  0.0277  0.6227
Si  2.2355  4.3283  26.676  -0.0256  -0.0739  0.3838
Si  7.7672  8.6899  32.0626  0.0448  -0.0191  0.0478
Si  1.7946  12.3628  31.639  -0.04  0.1801  0.0596
Si  5.7782  12.1769  31.9182  -0.0443  -0.0132  0.1551
Si  9.5796  12.1471  31.8999  -0.1971  0.1313  0.0708
Si  1.9427  1.0781  32.6936  0.0962  0.1133  -0.0854
Si  5.8254  1.056  32.6631  -0.0123  -0.0503  -0.0606
Si  9.695  1.0517  32.6535  0.0449  0.0266  -0.0585
Si  0.0447  4.4295  32.8353  -0.0203  0.0242  -0.0308
Si  3.8854  4.3304  32.8325  -0.0404  0.2204  -0.034
Si  7.7699  4.3528  32.8805  -0.0292  0.147  -0.0293
Si  1.9801  7.7988  32.8166  0.0252  -0.0699  -0.098
Si  5.7669  7.8072  32.9234  0.0817  -0.0586  0.1304
Si  9.7451  7.7898  32.9323  -0.1508  -0.0757  0.0219
Si  -0.0138  11.0699  32.5126  0.0632  -0.1436  0.0689
Si  3.7563  11.1015  32.4885  0.0123  -0.0677  -0.0123
Si  7.6898  11.0249  32.7106  -0.047  -0.2028  0.2373
Si  1.9419  1.1144  35.0883  0.0067  0.0366  0.0968
Si  5.8031  1.1139  35.072  0.0119  -0.0399  0.0714
Si  9.6692  1.1149  35.0642  0.004  -0.0851  0.1116
Si  0.0073  4.4563  35.1768  0.0077  0.0252  -0.0406
Si  3.8638  4.4459  35.1736  0.0122  -0.0728  -0.0408
Si  7.7397  4.4496  35.2039  0.0109  -0.0857  -0.0684
Si  1.9388  7.8242  35.1582  0.0364  0.0967  0.0689
Si  5.7922  7.8258  35.2293  -0.041  0.1465  -0.0071
Si  9.6768  7.8213  35.2319  0.1095  0.0705  0.016
Si  0.0061  11.1408  35.0052  -0.0496  -0.0224  0.0821
Si  3.8417  11.1477  34.9996  -0.0983  -0.06  0.0365
Si  7.7289  11.1393  35.1015  0.0019  -0.0402  0.006
Si  -0.0048  0.0045  5.1308  -0.0578  0.0106  -0.0136
Si  3.8594  -0.0019  5.1197  -0.0257  -0.0121  -0.004
Si  7.7369  0.0029  5.1072  0.0093  0.01  -0.0086
Si  1.9197  3.3505  5.1078  -0.1101  0.0291  -0.0099
Si  5.8071  3.3642  5.1147  0.0072  0.1049  -0.0519
Si  9.669  3.3494  5.1128  -0.0037  -0.1416  -0.0356
Si  -0.0052  6.7152  5.1051  0.0136  0.0571  0.0045
Si  3.888  6.7138  5.1755  0.0121  0.01  -0.1378
Si  7.7539  6.6879  5.1824  0.0829  -0.0733  -0.0497
Si  1.9477  10.0443  5.1824  -0.0228  -0.0326  -0.0558
Si  5.7908  10.0331  5.1818  -0.0356  -0.1153  -0.0854
Si  9.6736  10.0668  5.0728  -0.002  0.0665  0.0158
Si  -0.0381  0.0288  7.4975  0.0487  -0.0196  0.1327
Si  3.83  0.0182  7.4751  -0.011  -0.0474  0.1171
Si  7.7111  0.0484  7.4547  0.0269  -0.028  0.1519
Si  1.8575  3.4147  7.4536  0.0674  -0.0168  0.0236
Si  5.8064  3.447  7.4651  0.0076  -0.1314  0.1217
Si  9.6986  3.3438  7.4661  -0.0537  -0.044  0.0323
Si  0.035  6.8105  7.4491  0.1438  0.0263  -0.0742
Si  4.0035  6.7766  7.5671  0.0153  -0.0312  0.3423
Si  7.9064  6.6727  7.5847  -0.0127  -0.0235  0.1798
Si  2.0113  10.0511  7.5902  -0.1269  0.1393  0.1974
Si  5.7817  9.995  7.5831  0.1434  0.1208  0.0924
Si  9.696  10.1725  7.4022  0.1037  0.0538  -0.0502
Si  -0.021  2.23  8.3698  0.0387  -0.0137  -0.0736
Si  3.8331  2.3131  8.0865  -0.0567  0.2289  0.058
Si  7.7079  2.285  8.2293  -0.012  0.0636  0.0217
Si  -2.1875  6.0252  11.7501  0.0143  0.2728  0.7502
Si  11.4171  2.4303  10.794  -0.1473  -0.1364  0.0656
Si  11.0497  9.2272  10.6256  -0.145  0.1049  -0.3803
Si  -0.0225  9.067  8.2907  -0.1159  0.0607  -0.0531
Si  3.8754  8.9279  8.636  -0.1207  0.0946  -0.0714
Si  7.8605  8.9647  8.1797  -0.1001  -0.0605  0.0115
Si  1.8743  12.3184  8.3161  0.0312  -0.0714  -0.0463
Si  5.6642  12.2864  10.5228  0.453  -0.1156  -0.5126
Si  7.6129  15.7159  10.582  0.0985  -0.2356  -0.1624
Si  -4.1877  7.5445  11.6938  0.623  0.411  -0.7804
Si  -1.3502  -3.9152  17.7474  -0.0305  0.1143  0.254
Si  2.4774  -1.401  16.1984  -0.0818  -0.207  0.1722
Si  1.9913  5.6969  8.1309  -0.0773  -0.0479  -0.0957
Si  5.9439  5.6324  8.4155  0.1343  0.1963  0.1061
Si  13.1895  1.239  17.5421  -0.1864  0.2567  -0.2532
Si  4.9159  7.7248  13.7377  -0.738  -0.0156  0.3003
Si  6.0185  5.6917  10.8961  0.1789  -0.2219  -0.2396
Si  4.2824  5.7222  18.0007  -0.052  0.1889  0.2499
Si  3.6925  11.4309  11.4861  0.0846  0.6494  0.4526
Si  2.6092  9.4626  21.363  -0.0506  -0.0276  -0.0424
Si  9.4242  14.6996  11.6523  0.3075  -0.2775  -0.0912
Si  7.6407  -2.1878  11.3928  0.1235  -0.0255  -0.0538
Si  8.5055  1.9978  13.8076  -0.1338  0.2065  -0.3185
Si  9.6152  -1.0248  8.3514  0.0007  -0.0132  0.0501
Si  3.4722  9.0157  11.2499  0.138  -0.2047  -0.0714
Si  5.7946  -1.1149  8.1964  -0.1027  -0.1026  0.0441
Si  11.3919  -1.9779  11.595  -0.1224  0.2016  0.3403
Si  5.5939  14.5801  11.1391  -0.4567  0.0563  0.2946
Si  3.7889  4.7797  11.1921  -0.1389  -0.0537  0.1084
Si  9.5188  12.4954  10.7905  -0.1695  0.2981  -0.1822
Si  0.893  4.6421  14.8109  -0.1268  0.3262  -0.0669
Si  3.7764  15.8893  10.378  0.1284  -0.0641  -0.2161
Si  13.3679  12.4881  10.6922  -0.3103  -0.0081  -0.3847
O  -10.4432  -6.4194  23.9775  -0.0699  0.0285  0.1735
O  -3.0643  9.1357  20.8733  0.0441  0.0428  0.0306
O  12.9835  4.9534  16.3267  0.0591  -0.0222  0.0526
O  14.0589  26.9766  16.609  -0.0759  0.1702  0.0052
O  4.459  -3.359  25.932  -0.0109  0.1323  -0.0464
O  -12.9386  -1.0678  15.8373  0.0263  0.0101  -0.0514
O  15.7781  -4.1312  21.6721  -0.0054  0.0239  0.0218
O  9.0975  23.1475  23.3976  0.0599  0.0472  0.2202
O  6.9069  8.6519  12.9475  -0.0776  -0.4005  0.1718
O  31.3066  3.5532  13.3541  -0.2124  -0.2016  0.1366
O  -21.9912  11.7105  15.2145  0.0028  0.0086  -0.0151
O  -7.2132  -12.0489  14.2765  0.1711  0.1078  0.7636
O  -4.8246  -12.6595  26.6832  -0.0024  -0.0501  0.0027
O  14.9506  0.5803  23.0152  -0.0191  0.0145  0.0557
O  15.8426  -14.7422  29.0323  -0.1659  -0.0373  -0.1973
O  11.9494  4.2771  18.6225  0.0085  -0.0207  -0.1134
O  2.0376  -0.1565  28.165  0.1058  0.0539  0.0148
O  -1.6477  32.4665  22.9752  0.0136  -0.0679  0.0275
O  -13.6893  1.9082  15.1211  -0.1497  0.0451  0.0255
O  -7.7267  -15.2273  15.5075  0.0466  0.0103  -0.1873
O  -1.232  17.7742  20.7117  -0.042  -0.0619  -0.0009
O  12.0172  21.4733  26.3156  -0.192  0.1702  -0.1194
O  15.5598  12.6522  26.4599  0.0707  0.1728  0.205
O  12.9753  -7.7136  26.3125  -0.0592  -0.0051  -0.0571
Si  -4.8987  0.4829  17.609  0.1493  -0.0465  0.2792
Si  7.5375  0.6638  28.1356  -0.3829  0.6645  0.2731
Si  8.1334  2.2516  23.2346  -0.1169  -0.0326  -0.0777
Si  15.2462  13.163  27.9948  0.0183  0.239  -0.122
Si  3.6158  5.0192  13.4827  -0.2286  -0.2816  -0.9247
Si  -2.4723  5.2261  26.8984  -0.1546  -0.4381  0.0061
Si  -0.3588  -6.4311  13.0562  -0.2489  -0.3551  0.1962
Si  19.3583  -10.7604  29.4691  0.1319  0.1508  0.0563
Si  -3.6055  -10.6335  19.0058  -0.0883  0.002  0.2217
Si  11.1439  1.8303  15.2698  0.1116  -0.0418  0.201
Si  -7.6437  0.6599  12.8697  0.1598  0.0127  -0.4454
Si  4.081  -6.0247  29.5447  -0.2017  -0.2413  -0.0587
Si  15.4207  -1.9651  25.3827  -0.0759  -0.2579  -0.3125
Si  9.4022  -1.0542  17.2374  -0.1078  -0.1126  0.216
Si  6.8368  20.2876  15.1586  0.1278  -0.282  0.7153
Si  5.7336  -11.6747  15.1772  -0.0203  -0.1644  -0.0508
Si  1.3485  -2.201  23.6549  0.0506  0.0894  -0.1087
Si  36.8019  -12.0223  11.4557  0.0614  0.0417  0.1143
Si  13.093  -19.6611  25.5598  0.329  0.0417  -0.2044
Si  13.2915  5.7959  10.4203  -0.0846  -0.0301  -0.237
Si  11.055  18.2171  10.4968  -0.0296  0.2293  -0.6745
Si  17.9355  1.5542  25.3558  0.0122  0.1788  -0.2392
Si  1.2525  7.8612  11.4731  -0.2987  -0.2828  0.1701
Si  9.9157  32.2954  8.3806  0.2526  -0.2851  -0.1186
Si  -4.2538  -3.2232  13.5149  0.3822  0.7647  -0.3616
Si  16.3723  -0.2077  23.1705  -0.0934  -0.039  -0.1441
Si  -2.244  10.4365  27.3236  0.1319  0.2786  0.1339
Si  9.4743  -4.7928  14.8714  0.328  0.2227  0.0555
Si  1.7396  -6.6489  22.4783  -0.0013  -0.0118  -0.1699
Si  8.4771  9.1532  10.4162  0.0902  0.4087  -0.012
Si  5.402  -5.1043  17.5018  -0.3107  0.1624  0.38
Si  5.6521  4.116  15.5538  -0.0868  -0.2636  0.3943
Si  -0.1667  -1.0188  14.6659  -0.0437  -0.0961  -0.1303
Si  1.7514  14.0121  22.6638  0.1257  -0.1456  0.0091
Si  -13.0239  4.3823  23.9545  -0.2058  0.0024  -0.0193
Si  3.9893  18.1492  22.8391  -0.0246  -0.0524  -0.0613
Si  -6.0878  7.5365  27.4542  -0.5296  0.164  0.0945
Si  10.9779  -5.5694  27.5514  0.3034  -0.3274  0.6655
Si  7.831  7.5004  29.9617  0.1583  0.018  -0.1112
Si  1.9156  0.1505  19.613  0.3765  -0.3017  0.5234
Si  24.6541  -2.7135  18.7976  -0.0226  -0.1155  0.0731
Si  -10.1271  16.6126  24.1112  0.0688  0.0008  -0.1192
Si  10.6979  16.9671  19.3475  0.0143  0.1564  0.0932
Si  16.9955  8.5723  22.4814  -0.0162  -0.0347  0.0493
Si  1.7269  4.2614  17.7571  -0.125  -0.0322  0.134
Si  22.3196  19.1303  21.5292  0.0582  0.1331  -0.0552
Si  -3.7776  17.6808  11.8382  0.1202  -0.3961  0.4207
Si  -18.7467  -4.9682  25.5557  0.2172  -0.1613  0.1537
Si  5.9624  16.5606  21.0935  0.0435  -0.083  0.0063
O  15.7031  7.2632  17.4254  0.1307  -0.0719  -0.1252
O  0.11  -25.2524  16.7978  0.108  0.019  -0.1441
O  2.9484  7.8293  25.6679  -0.3454  -0.031  -0.0805
O  -1.5105  -0.1416  18.4143  0.1013  0.0516  -0.1025
O  -5.7638  -4.9676  19.0828  0.005  -0.0705  -0.1714
O  -26.9253  12.8897  17.0616  -0.0252  0.0344  -0.0844
O  26.9413  19.9535  14.0006  0.2579  0.4482  0.1334
O  6.8435  32.0303  15.3451  0.1526  0.3679  -0.0425
O  10.6338  -5.0912  13.7723  -0.0845  0.2752  0.1465
O  22.9774  -0.9933  28.7936  -0.3026  0.0058  0.119
O  -3.2939  14.1403  22.6829  -0.0255  0.0312  0.0083
O  28.5548  -0.4873  21.6571  -0.024  0.0117  0.0034
O  10.2474  7.0885  20.7889  0.0407  -0.066  0.0363
O  20.7018  13.5911  28.019  0.3279  -0.1225  -0.1181
O  21.9265  9.2676  27.9371  -0.4165  0.1842  -0.4917
O  7.2492  2.0312  17.7699  0.0128  0.0915  -0.1353
O  20.0117  20.7532  14.8906  -0.2503  -0.2369  -0.0109
O  12.59  -0.6706  23.2763  0.0291  -0.0097  -0.0141
O  16.6073  -5.2392  24.02  -0.027  0.0791  -0.0482
O  -9.4349  17.7902  13.8514  -0.0389  -0.0473  0.1058
O  -7.0269  -15.0083  23.971  0.0071  0.0156  0.107
O  -13.3455  20.1013  27.064  -0.0673  0.1348  -0.1739
O  54.184  6.7726  19.8633  -0.065  -0.0222  -0.0422
O  6.9261  -10.4704  22.3784  0.0003  0.0099  0.0285
O  -13.6449  -5.0856  18.6125  -0.0053  -0.0267  -0.1374
O  11.6673  0.5804  14.3434  0.0476  0.0636  -0.1627
O  1.5442  14.2153  21.0647  0.0048  -0.0212  -0.2077
O  6.0955  -13.4969  19.0202  0.0172  -0.0487  -0.133
O  21.1184  18.0426  25.4078  -0.0647  0.0922  0.0173
O  39.6117  4.2197  21.5373  -0.0574  0.0138  0.0184
O  -18.1422  18.29  24.0625  -0.0375  -0.0244  -0.0075
O  16.7543  1.8616  20.5466  -0.0289  0.0026  0.0074
O  5.2495  16.1196  25.6876  -0.0297  -0.1921  0.0352
O  23.212  -3.0572  23.9614  -0.1023  -0.0783  0.0912
O  10.3111  -17.8964  16.2366  -0.065  -0.0691  -0.1232
O  -13.9822  12.0413  30.262  0.0699  0.1366  -0.0692
O  -2.2849  -2.5799  17.7937  -0.0213  -0.0007  -0.1117
O  21.8047  13.2324  21.0897  0.0139  0.051  -0.0876
O  -3.7917  9.9015  27.3292  0.2646  0.1734  -0.3842
O  -3.4237  11.6233  21.7249  0.0251  0.0183  0.0467
O  15.8429  28.043  28.3737  0.0564  0.3174  0.2288
O  6.7612  12.8705  28.9262  0.1154  -0.1162  -0.2773
O  16.9071  5.8562  19.2841  0.0096  -0.0188  -0.0808
O  -0.4982  -1.8057  13.275  0.1863  -0.0414  -0.2045
O  -16.6123  9.661  22.5805  0.0039  0.0479  0.0306
O  -17.4495  -12.7371  24.1284  0.0537  0.0127  0.1026
O  -3.9026  -11.1487  24.8037  0.0185  0.0063  0.0424
O  -0.5316  1.9974  19.6572  0.0405  -0.033  -0.0046
O  11.7177  9.858  18.3623  -0.0072  -0.0157  -0.0448
O  18.1899  -5.8437  16.6708  0.178  -0.1048  -0.6171
O  23.2482  -10.1274  14.7265  -0.0364  -0.2264  -0.013
O  13.6984  37.4467  22.3249  -0.0012  0.0076  0.0981
O  35.9147  12.1019  19.5416  -0.0152  0.1902  -0.0551
O  4.5822  21.4849  12.116  -0.4401  0.2436  -0.2497
O  17.8339  10.7803  14.5604  -0.1513  -0.2062  0.0005
O  -17.6145  14.0738  16.4494  -0.1043  -0.0487  -0.1156
O  32.925  10.8214  25.7868  -0.0145  -0.1159  0.2005
O  20.1439  1.5128  19.9365  0.0178  0.0086  -0.0669
O  -6.8176  4.1375  14.1676  0.026  0.1365  0.1329
O  3.8626  -1.0135  12.9176  -0.0785  -0.2464  -0.0393
O  0.7395  19.1468  21.6797  -0.0045  -0.0143  0.032
O  39.0848  9.0492  14.5216  0.1013  -0.3142  -0.1784
O  9.2937  3.6145  18.4805  -0.0043  -0.0428  -0.0418
O  17.4528  20.6857  21.5584  -0.0216  -0.0124  0.0212
O  11.7773  4.1727  24.0604  0.0274  0.0736  -0.0074
O  0.0306  -7.4893  14.2638  0.2235  -0.2053  0.153
O  -22.1698  15.2271  23.4405  -0.0444  -0.0321  0.0124
O  30.1528  3.6626  19.8784  0.0658  -0.033  -0.0961
O  21.4727  -1.1063  23.6214  -0.0133  -0.0535  0.0888
O  25.5824  -16.9911  19.7961  0.0055  0.0415  -0.0606
O  26.4697  19.5655  22.4776  0.0207  -0.0228  0.035
O  -8.7607  -8.2333  18.5322  0.0149  -0.0108  -0.1307
O  5.1509  -3.6149  16.9049  0.0546  -0.0128  -0.247
O  -6.8007  -8.7551  16.8837  0.148  -0.0471  -0.1691
O  37.5821  -9.6373  23.295  -0.1098  0.0066  -0.0317
O  13.3411  -5.2578  21.6657  -0.0151  -0.046  0.0827
O  15.3774  -8.6005  26.3818  0.0037  -0.0658  0.032
O  7.091  14.7072  14.3136  0.077  -0.0332  -0.0079
O  25.4584  -15.6496  25.0076  -0.0012  0.0172  0.0771
O  -21.3438  -10.3268  25.6926  -0.0567  -0.0705  -0.1151
O  3.5559  -0.1274  19.6713  -0.2294  0.0711  -0.0871
O  13.9324  -2.3789  17.487  0.0755  0.0156  -0.1546
O  -2.8985  23.3735  14.4158  -0.0541  -0.1832  0.0576
O  -2.0816  -23.7079  23.2123  0.04  -0.0032  0.0208
O  48.7022  2.7284  17.592  0.0469  -0.0595  -0.0349
O  -17.0223  -3.1416  29.3675  -0.1807  0.128  0.013

Results
free energy: -215751.082 eV
free energy less fixed offsets of O -568.88, Si -635.61 eV per atom: 7.728 eV

The program warned: the cutoff lies below the one the program advises for these potential files; the forces do not sum to zero within the program's tolerance; the exchange-correlation potential is rough where the density is thin.
